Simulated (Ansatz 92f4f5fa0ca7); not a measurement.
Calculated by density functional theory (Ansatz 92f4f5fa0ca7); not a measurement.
Periodic cell of 192 atoms, Si128O64, from a study of silicon, its oxide and their interface. The atomic structure is a simulated model.
This geometry differs little from another in the collection (a relaxation step or a small displacement).

Settings: functional r2SCAN; potential files Ansatz PAW; basis plane waves; wave-function cutoff 800 eV; density cutoff ratio 5; exchange-correlation grid ratio 1; k mesh 1 x 1 x 1, shifted by 0.5 0.5 0 of a step; self-consistency stop 1e-10 eV per atom in the density residual; occupations fixed; spin none; net charge 0.

Cell vectors (angstrom)
a 10.888 0 0
b 0 10.888 0
c 0 0 28.6107

Atoms and the computed forces on them: element, x, y, z (angstrom), force x, y, z (eV/angstrom)
Si 0.1499 -0.2127 0.5092 -0.0002 -0.0001 -0.001
Si 2.4133 2.8086 0.1142 0.0003 0.0004 -0.0008
Si 0.1469 5.0351 -0.1607 0.0004 -0.0005 -0.0011
Si 2.2362 8.4675 0.1761 0.0001 0 -0.001
Si 5.5993 -0.1047 -0.0011 0.0001 -0.0006 -0.0011
Si 7.8115 3.1181 -0.0222 -0.0001 0.0005 -0.0015
Si 5.6606 5.4221 -0.0417 0 0 -0.0013
Si 7.9945 8.6771 0.0612 0.0008 0.0001 -0.0017
Si 1.377 1.3842 1.626 0.0001 0.0003 0.0005
Si 4.053 4.1416 1.2164 0.0002 -0.0001 -0.0005
Si 1.1425 6.7545 1.3012 0.0001 -0.0003 -0.0006
Si 3.9978 9.5912 1.3026 0 0.0001 -0.0007
Si 6.7559 1.4541 1.3157 0.0002 -0.0001 -0.0003
Si 9.4542 4.112 1.329 0.0001 -0.0002 0.0002
Si 6.8827 6.9146 1.2746 0 0.0002 0.0005
Si 9.4586 9.509 1.6897 -0.0003 -0.0001 -0.0001
Si -0.1022 2.7614 2.7836 -0.0004 -0.0001 0.0003
Si 2.7714 0.001 2.8447 0.0005 0 -0.0002
Si -0.0972 8.029 2.8603 -0.0001 -0.0006 0.0004
Si 2.6657 5.4802 2.6207 0.0004 -0.0004 -0.0005
Si 5.3688 2.7765 2.6736 0.0002 0.0002 0.0004
Si 8.0989 0.1344 2.8026 -0.0001 0.0003 -0.0001
Si 5.411 8.2119 2.6367 0.0001 -0.0001 -0.001
Si 8.1736 5.5285 2.7077 -0.0001 -0.0001 0
Si 1.3343 4.126 4.0547 0.0002 -0.0001 -0.0001
Si 4.1054 1.4046 4.1357 0.0003 -0.0003 -0.0001
Si 1.3406 9.478 4.0915 0.0002 -0.0004 0.0001
Si 4.0542 6.8249 4.0049 -0.0001 -0.0002 0.0002
Si 6.7787 4.1204 4.0163 0.0001 -0.0002 0.0005
Si 9.4815 1.4116 4.1722 0.0001 0.0001 -0.0003
Si 6.7406 9.5751 4.066 -0.0001 -0.0001 -0.0002
Si 9.4648 6.7543 4.2284 0.0001 -0.0007 0.0001
Si -0.0141 -0.0121 5.4408 -0.0001 -0.0002 0.0006
Si 2.6933 2.7522 5.4315 0.0003 0.0001 0.0003
Si 0.0046 5.4229 5.5043 -0.0004 -0.0002 0
Si 2.7233 8.1517 5.443 -0.0001 -0.0001 0
Si 5.441 0.0276 5.4859 0.0001 -0.0002 0
Si 8.118 2.7802 5.4669 -0.0001 -0.0002 0
Si 5.4149 5.4641 5.3874 0.0002 -0.0004 -0.0003
Si 8.1085 8.2066 5.4572 0.0001 -0.0001 0.0004
Si 1.3627 1.3533 6.7853 0 -0.0003 0.0001
Si 4.0819 4.0963 6.7835 0 -0.0004 -0.0002
Si 1.3741 6.7988 6.8275 0 -0.0003 -0.0002
Si 4.0742 9.5269 6.8037 0 -0.0002 -0.0001
Si 6.8122 1.3777 6.8346 0 0 -0.0002
Si 9.5228 4.0712 6.8375 -0.0001 0 -0.0002
Si 6.7701 6.8079 6.7837 0.0005 -0.0002 -0.0001
Si 9.5188 9.528 6.8142 0 -0.0003 -0.0003
Si 0.0085 2.6938 8.1594 -0.0002 -0.0004 0
Si 2.7256 0.0023 8.1565 -0.0002 -0.0003 0
Si 0.0059 8.1639 8.1716 -0.0001 -0.0003 0
Si 2.7405 5.4358 8.1738 0.0001 -0.0003 0
Si 5.4403 2.7365 8.1677 -0.0001 -0.0003 0
Si 8.184 0.0079 8.1801 0.0002 -0.0004 0.0001
Si 5.4329 8.1562 8.1535 -0.0001 -0.0004 0.0001
Si 8.161 5.4601 8.1481 -0.0001 -0.0004 0.0001
Si 1.3833 4.0484 9.5077 0.0001 -0.0001 0.0001
Si 4.1017 1.3467 9.5201 0.0001 -0.0004 0.0001
Si 1.3883 9.5189 9.5204 0.0001 -0.0006 0.0002
Si 4.1035 6.794 9.531 0.0002 -0.0004 -0.0002
Si 6.8274 4.0892 9.5161 0.0002 -0.0005 -0.0001
Si 9.5697 1.343 9.5361 0.0002 -0.0001 0
Si 6.8209 9.4937 9.4969 0.0003 -0.0002 0.0002
Si 9.5338 6.7867 9.52 0.0001 -0.0002 0
Si 0.0365 -0.0289 10.8918 0.0003 -0.0002 0.0002
Si 2.7399 2.696 10.8849 -0.0002 -0.0002 0
Si 0.0302 5.4159 10.857 0.0002 -0.0003 -0.0003
Si 2.7589 8.1618 10.886 0 -0.0004 0.0001
Si 5.4803 -0.0369 10.8544 0.0001 -0.0003 -0.0003
Si 8.2158 2.7305 10.8605 0.0003 -0.0005 -0.0004
Si 5.477 5.4424 10.8892 0.0003 -0.0007 0.0002
Si 8.1672 8.1368 10.8786 -0.0002 0 -0.0002
Si 1.4095 1.3125 12.2596 0.0002 0.0001 0.0003
Si 4.1209 4.0632 12.2177 0 -0.0005 0.0002
Si 1.39 6.7812 12.2049 0 -0.0005 -0.0001
Si 4.1503 9.4962 12.2584 0.0004 0 0.0002
Si 6.8903 1.307 12.1637 0.0002 -0.0005 0.0001
Si 9.5818 4.0688 12.2505 0.0003 -0.0006 0.0005
Si 6.8247 6.7903 12.2852 0.0004 -0.0005 -0.0002
Si 9.5531 9.4781 12.2109 0.0002 0.0002 -0.0005
Si 0.0451 2.6726 13.6019 0.0003 0.0001 -0.0003
Si 2.7886 -0.0527 13.6172 0.0001 -0.0002 -0.0002
Si 0.0093 8.1126 13.5622 0.0001 -0.0003 0.0006
Si 2.7709 5.456 13.5638 0.0006 -0.0004 0.0007
Si 5.5184 2.6394 13.4737 0.0001 -0.0008 0.0008
Si 8.2445 -0.0288 13.5681 0.0001 0.0001 0.0006
Si 5.4968 8.166 13.6858 -0.0002 -0.0008 0.0003
Si 8.2235 5.4342 13.6139 0.0006 -0.0006 -0.0004
Si 1.4341 4.0345 14.8935 0 0.0001 0.0002
Si 4.2129 1.3021 14.9051 0.0001 -0.0003 0.0005
Si 1.3919 9.4552 14.9145 0.0007 -0.0006 0.0006
Si 4.0937 6.8113 15.0202 0.0001 -0.0006 0.0013
Si 6.9029 3.9444 14.8368 0.0005 -0.0004 0.0005
Si 9.639 1.2691 14.9817 0.0001 -0.0006 0.0006
Si 6.9187 9.5439 15.0075 -0.0001 -0.0005 0.0005
Si 9.5616 6.7886 15.0164 0.0001 -0.0004 0.0007
Si -0.0122 -0.2527 16.354 0.0002 -0.0006 0.0001
Si 3.0929 2.9214 16.1285 -0.0004 -0.0004 0.0021
Si 0.2406 5.5299 16.2283 0.0011 -0.0007 0.0017
Si 2.3602 7.8593 16.3167 -0.0002 0.0007 0.0009
Si 5.7655 0.2282 16.3315 0.0004 -0.0003 0.0019
Si 8.0273 2.3915 16.235 0.0003 0.0003 0.001
Si 5.3196 5.0988 16.0494 0.0011 -0.0001 0.0013
Si 8.5616 8.4921 16.3376 0 0.0001 0.0011
Si 1.5736 17.7001 21.6408 0.0015 0.0004 -0.0009
Si 31.1279 -20.5696 26.8856 0.0002 -0.0007 -0.0013
Si -5.4301 16.8922 18.7609 -0.0012 -0.0023 0.0016
Si 3.6415 1.3341 20.8433 0.0004 -0.0004 0.0008
Si -5.654 21.0312 19.2937 0.0004 -0.0002 0.0019
Si -2.666 29.0902 24.1168 0.0004 0.0003 -0.0001
Si -1.594 7.0569 21.4249 -0.0005 0 0.0001
Si -25.1843 -2.7566 19.2781 -0.0012 -0.0004 0.0007
Si -28.81 -17.5382 25.2594 -0.0001 0 -0.0007
Si -9.3706 -28.233 23.393 0.0004 0.0002 0.0003
Si 14.0792 7.9308 19.1016 0.001 -0.0003 0.0005
Si -22.6662 -7.3068 18.4078 0.0005 -0.0003 0.0002
Si 3.428 29.7887 23.6556 0.0002 -0.0016 0.0003
Si -5.4681 3.9154 20.858 -0.0001 0.0019 0.0005
Si 8.7749 20.3759 25.9063 -0.0001 -0.0004 -0.0014
Si 36.6927 1.5441 26.42 -0.0002 0 -0.0004
Si 10.7743 32.9814 24.63 0.0005 -0.0004 -0.0002
Si 23.2899 -9.3556 18.4666 0 -0.0003 0.0005
Si -0.6632 -16.6117 25.3177 0.0004 0.0008 0
Si -7.2344 -4.2015 26.5733 0.0002 -0.0002 -0.0018
Si -0.9423 -29.8351 23.4283 -0.0001 0.0034 -0.0004
Si -13.3634 -50.3499 21.0591 0.0004 0.0007 0.0003
Si 27.2627 -26.715 23.3017 0.0006 0 0.0007
Si 13.824 32.8123 23.745 0.0001 -0.0002 -0.0002
O -3.0122 18.8817 -10.886 0.0012 -0.0006 -0.0015
O -11.2958 37.9429 -1.6914 -0.0001 -0.0003 0.0011
O -8.0828 12.7599 -1.1768 -0.0005 0.0004 0.0015
O -6.2863 -18.7733 -2.629 0.0005 -0.0002 0.0006
O -15.0573 -1.2532 -0.3621 -0.0004 0.0001 0.001
O 10.6817 1.2919 -2.6662 -0.0001 -0.0002 0.0001
O -5.9805 22.2958 -8.3804 0.0001 -0.0002 -0.0003
O -8.881 7.7481 -5.709 0.0017 0 0.0004
O 9.1859 6.35 -3.6303 0.0017 -0.0013 0.0028
O 24.2511 8.5772 -10.8124 0.0001 -0.0007 -0.0011
O 6.1547 -5.2767 -11.2462 -0.0012 0.0002 0.0006
O 36.2421 -20.9194 -3.5681 0.0007 0.0007 0.0002
O 0.7091 -16.399 -4.1585 0.0015 -0.0008 0.001
O 8.9844 7.8374 -5.8126 0.0009 0 0.0005
O -12.9156 3.1989 -6.2953 0.0012 0.0004 0.0007
O 4.9664 -27.9527 -9.0619 0.0017 0.0023 -0.0003
O 15.0002 -4.0837 18.416 0.0028 -0.0009 -0.0014
O 9.6551 -7.1677 24.7794 0.0007 0.0006 -0.0001
O -14.8508 -26.1621 23.6835 0.0003 -0.0014 -0.0001
O 8.7938 18.8619 20.1926 0.0014 0.0005 0
O -16.6894 11.4928 27.2109 0.0002 -0.0003 0.0019
O -10.8931 6.8392 21.3406 0.0006 0.0001 0
O -0.9955 -20.566 23.584 0.0023 0.0025 0.0004
O -1.1656 9.5584 16.8246 0.0001 -0.0009 -0.0007
O 19.3624 -16.1186 21.4707 0.0012 -0.0004 0
O -17.4946 -18.9741 21.0578 0.0007 0.0003 -0.0001
O 5.1092 -0.3752 17.7123 0.0002 0.0003 -0.0009
O 21.0482 20.642 25.0657 0 0.0004 0.0004
O -10.0804 -10.6096 17.6877 0.0006 -0.0002 -0.0002
O -4.1707 -1.3508 19.5613 -0.0001 0.0003 0.0026
O 22.9421 -1.246 28.3069 -0.0001 0.0006 0.0005
O 4.1822 4.0476 16.5934 -0.0002 -0.0012 -0.0002
O 1.9794 5.2989 22.1004 0.0005 0.0004 0.0002
O -7.8318 -16.5874 26.3228 0.0002 -0.0003 0.0008
O 22.0842 13.4492 18.7349 0 0 -0.0008
O 21.4359 -6.0173 17.6046 -0.0002 -0.0008 -0.0019
O -5.8108 6.3686 27.3314 0.0007 -0.0005 0.002
O -11.8317 33.2928 28.2522 0.0009 -0.0006 0.0007
O 6.4723 -14.87 19.631 0.0002 -0.0001 -0.0004
O 17.8574 14.3783 20.6295 -0.0008 0.0014 -0.0006
O -7.2764 18.3867 25.177 0 -0.0002 -0.0006
O 8.5371 2.5536 27.2183 -0.0002 0.0002 0.0018
O 13.1728 18.1724 20.2663 0.0002 -0.0008 -0.0005
O 1.3497 10.9445 24.0405 0.0001 0.0008 -0.0002
O 5.4702 4.8767 22.1319 0.0005 -0.0017 -0.0011
O 2.5928 2.2235 17.5012 0.0002 -0.0009 -0.0018
O 3.1804 -10.022 22.3216 0.0005 -0.0009 0.0002
O -6.3306 -3.6951 22.8348 0 0.0002 0.002
O 12.1587 -7.0195 28.242 0.0001 0.0002 0.0005
O 2.7536 -3.2525 27.4928 -0.0008 -0.0002 0.0006
O 8.7763 -7.9402 17.5676 0.0008 -0.0018 -0.0006
O 9.4351 14.8942 19.8356 0.0005 -0.0005 -0.0002
O -23.7602 -2.2687 27.2869 -0.0002 0 0.001
O 14.535 20.4836 23.6372 0.0016 -0.0012 -0.0001
O -3.0982 -2.2599 24.9635 0.0004 0 0.0003
O 1.3511 6.6281 16.6842 -0.0005 -0.0006 -0.0006
O 13.2304 12.0975 19.8409 0.0003 -0.0004 -0.0003
O 4.1209 -12.7117 19.7527 -0.0008 -0.0001 -0.0002
O 0.551 -18.5475 22.9194 0.0003 0.0006 0.0003
O -4.014 12.2441 16.7841 0.0002 0.0001 0.0002
O -8.0863 -7.1225 24.1247 0.0016 0.0015 0.0005
O 15.8755 5.1709 24.619 -0.0001 -0.0001 0
O 19.1876 -10.7643 26.2515 0 0.0006 -0.0004
O 28.5142 4.2647 28.0694 -0.0002 0 0.0016

Results
free energy: -118374.964 eV
free energy less fixed offsets of O -570.45, Si -639.56 eV per atom: -2.484 eV

The program warned: the cutoff lies below the one the program advises for these potential files; the forces do not sum to zero within the program's tolerance; empty levels may hold ghost states of the PAW files; the exchange-correlation potential is rough where the density is thin.
